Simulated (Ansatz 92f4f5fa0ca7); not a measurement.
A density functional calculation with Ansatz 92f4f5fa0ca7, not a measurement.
Periodic cell of 256 atoms, Si144O112, from a study of silicon, its oxide and their interface. The atomic structure is a simulated model.
This geometry differs little from another in the collection (a relaxation step or a small displacement).

Settings
functional: r2SCAN
potential files: Ansatz PAW
basis: plane waves
wave-function cutoff: 800 eV
density cutoff ratio: 5
exchange-correlation grid ratio: 1
k mesh: 1 x 1 x 1, shifted by 0.5 0.5 0 of a step
self-consistency stop: 1e-10 eV per atom in the density residual
occupations: fixed
spin: none
net charge: 0

Cell vectors (angstrom)
a  10.88  0  0
b  0  10.88  0
c  -2.0302  -3.4687  36.2032

Atoms and the computed forces on them: element, x, y, z (angstrom), force x, y, z (eV/angstrom)
Si  1.6433  -1.6077  0.1758  -0.0003  0.0006  -0.0036
Si  4.2899  1.0344  0.0278  -0.0007  -0.0001  -0.003
Si  0.9838  4.3894  0.1633  0.0012  -0.0011  -0.0056
Si  3.8369  -3.7904  0.1058  0.0005  -0.0007  -0.0023
Si  -4.3733  -1.1846  -0.0143  0.0006  -0.0003  -0.0055
Si  -1.5463  1.6582  0.0118  0.0015  -0.0001  -0.0024
Si  7.1605  3.8866  0.114  0.0003  0.0004  -0.002
Si  -1.2203  -4.2829  0.1578  -0.0004  0.0009  -0.0054
Si  2.778  -0.0345  1.4632  -0.0005  0.0001  -0.001
Si  5.4645  2.6932  1.2597  0.0004  0.0002  -0.0006
Si  2.6851  -5.4088  1.3556  0.0001  0.0001  -0.0007
Si  5.4119  -2.6828  1.4263  -0.0001  0.0002  0.002
Si  -2.7323  0.0066  1.234  -0.0004  0.0003  0.0012
Si  -0.0459  2.7462  1.4513  -0.0001  -0.0002  -0.0002
Si  8.1961  5.4134  1.5302  -0.0001  0  0.0017
Si  0.0074  -2.7303  1.4138  0.0004  -0.0004  0.0003
Si  1.3678  1.3663  2.7192  0.0002  0.0004  0
Si  4.0879  4.0691  2.6321  0.0005  -0.0002  0.0002
Si  1.359  -4.0857  2.7965  0  0.0004  -0.0016
Si  4.1082  -1.3582  2.8558  0.0009  0.0005  0.0018
Si  6.8122  1.3499  2.6856  0.0007  -0.0001  -0.0008
Si  9.5394  4.0715  2.887  0.0005  0  -0.0012
Si  6.7744  6.8108  2.7443  -0.0003  0.0004  0.0012
Si  -1.3801  -1.3199  2.666  -0.0005  0.0002  0.0004
Si  -0.0163  0.0113  4.0616  -0.0002  -0.0004  0.0004
Si  2.7384  2.7388  4.048  0.0001  0  0.0001
Si  0.0315  5.4438  4.1737  0.0006  0.0002  0.0004
Si  2.7155  -2.7261  4.1477  -0.0001  0.0002  0.0009
Si  5.4871  0.025  4.1206  0.0005  -0.0001  -0.0009
Si  8.1352  2.6865  4.1226  -0.0002  0.0008  -0.0008
Si  5.4074  5.4292  4.0586  0.0002  0.0001  0.0005
Si  8.1605  -2.6914  4.0561  -0.0001  0.0003  0.0001
Si  1.3683  -1.3574  10.9116  0.0003  0.0002  -0.0007
Si  4.0789  1.3548  10.9209  -0.0001  -0.0002  -0.001
Si  1.3495  4.0827  10.8357  -0.0001  0.0001  -0.0014
Si  4.0593  -4.048  10.7834  -0.0005  0.0004  0.0003
Si  6.7923  -1.3534  10.8241  0.0003  0.0006  -0.0012
Si  -1.3469  1.3696  10.7953  0  -0.0001  0
Si  6.81  4.0821  10.8813  0.0002  0  0.0005
Si  -1.3596  6.7973  10.9203  0  -0.0003  -0.0009
Si  2.7166  -0.0044  12.3009  -0.0002  0.0006  0.001
Si  5.4573  2.7317  12.2539  0.0001  0.0011  -0.0019
Si  2.7065  5.4905  12.13  0.0005  0.0004  -0.0015
Si  5.3845  -2.6903  12.1406  -0.0004  0.0005  -0.0014
Si  -2.6878  0.0043  12.1306  0  0.0011  -0.002
Si  0.0037  2.6938  12.1703  -0.0006  0  -0.001
Si  8.1519  5.4266  12.2685  0  0  -0.0005
Si  0.0082  -2.7143  12.2829  0.0004  0.0013  0.0004
Si  1.3212  1.3597  13.6212  -0.0003  -0.0002  0.0006
Si  4.0501  4.155  13.4985  0.0002  0.001  0.0001
Si  1.4001  -4.0813  13.602  -0.0002  0.001  0.0009
Si  4.0891  -1.3808  13.6312  -0.0002  0.0004  -0.0001
Si  -4.0122  1.3327  13.5286  0  0.0011  0.0007
Si  -1.3292  4.0279  13.5642  0  0.0004  -0.0025
Si  6.7135  -4.0457  13.497  -0.0006  -0.0002  0.0001
Si  -1.365  -1.3109  13.5793  0.001  0.0006  -0.0009
Si  -0.2318  0.2073  15.0023  0.0007  0.0006  0.0039
Si  2.4935  3.0124  14.7974  0.0005  0  0.0011
Si  0.2673  -5.7135  14.8411  -0.0008  0.0012  0.0039
Si  2.9515  -2.9554  14.9864  -0.0007  0.0007  0.0019
Si  5.7391  -0.228  14.8472  -0.0003  0.0015  0.0037
Si  -2.435  2.4241  14.8791  -0.0005  0.0001  0.0007
Si  5.157  5.7157  14.8562  0.0008  0  0.0035
Si  -3.0135  -2.4697  14.7569  0.0008  -0.0009  0.0032
Si  2.6518  -5.022  -6.4002  -0.0002  0.0004  -0.0036
Si  4.0996  4.1785  21.6165  -0.0001  -0.0023  0.0051
Si  0.0435  -4.9028  23.6275  0.0003  -0.001  0.001
Si  0.9568  -1.7567  -9.8382  0  -0.0008  -0.0001
Si  -2.4881  -4.3413  21.9816  0.0006  -0.0005  0.0034
Si  3.7514  1.4838  -7.4148  0.0005  -0.0027  -0.0023
Si  7.5726  2.621  -5.8068  -0.0009  -0.0021  -0.004
Si  5.3324  -1.7353  -5.1691  -0.0008  0.0016  -0.0034
Si  3.8083  2.6512  -2.4583  0.0009  -0.0004  -0.0071
Si  -0.8521  4.0182  -4.7361  -0.0007  0.0012  -0.0057
Si  1.7047  -1.0403  17.1623  -0.0011  -0.0009  0.0071
Si  -1.7238  1.0201  -7.9722  -0.0007  -0.002  -0.0024
Si  6.504  5.1102  -6.9908  0  -0.0024  -0.0032
Si  5.5664  -4.1488  22.0298  0.0004  0.0003  0.0035
Si  3.5219  5.1762  -11.1281  0.0007  -0.0005  0.0014
Si  7.1731  -2.007  21.0366  0.0006  -0.0004  0.0026
Si  2.9774  -3.5047  -9.0106  0.0011  0.0004  -0.0031
Si  -0.4749  -0.2489  24.1415  0.0003  0.0004  0.0017
Si  4.5092  -2.5093  24.3755  -0.0009  -0.0016  0.0017
Si  5.9501  2.6068  23.6573  -0.001  -0.0006  0.0005
Si  1.6265  -2.2871  22.9715  -0.0004  0.0007  0.0035
Si  7.2114  -0.7863  -9.4494  0.0002  0.0003  -0.0011
Si  7.289  1.1282  21.1999  0.0004  -0.0007  0.0007
Si  7.5344  3.6375  -10.8646  0  -0.0013  0.0004
Si  1.3133  3.2839  22.5654  -0.0008  0  0.0022
Si  1.0059  0.034  -7.175  -0.0002  -0.0026  -0.0031
Si  4.6882  -1.2851  -8.0814  0.0002  -0.0002  -0.0046
Si  -1.7803  -4.3521  -7.5631  -0.0005  -0.0013  -0.0033
Si  5.3107  5.2194  -1.8705  -0.0007  -0.001  -0.0071
Si  7.0292  4.2944  16.9941  -0.0009  0.0008  0.0072
Si  -1.5737  -3.1509  19.6247  -0.0009  0.0009  0.0057
Si  5.085  -4.6033  -4.725  -0.0003  0.0006  -0.0064
Si  0.4172  4.3846  -7.4297  -0.0014  -0.001  -0.0024
Si  -0.2247  -0.2658  -1.9585  -0.0012  -0.0013  -0.0065
Si  -1.6584  -4.3805  16.9121  -0.0004  0.0017  0.0079
Si  0.5988  -4.365  -4.2746  -0.0012  0.0009  -0.0065
Si  5.2841  1.1604  -4.6851  0.0011  -0.0002  -0.0058
Si  -2.5056  -2.5061  -2.0611  0.0013  0.001  -0.0071
Si  0.1307  -1.2987  -4.6233  0.0002  -0.0008  -0.006
Si  -1.8353  -2.8479  -10.3846  0.0002  0.0004  0.0014
Si  -2.5479  -2.3893  -5.1357  -0.0004  0  -0.0062
Si  0.8162  -1.2838  20.2112  -0.0005  0.0016  0.0066
Si  5.4712  2.7041  19.2035  -0.0021  -0.0008  0.0082
Si  1.3265  3.9945  -2.8321  -0.0014  0.0014  -0.0059
Si  -0.5872  2.8952  -9.9855  -0.0004  -0.0004  -0.0003
Si  5.1715  3.762  -9.0998  0.001  -0.001  -0.002
Si  3.9357  1.2263  16.9355  0.0002  0.0006  0.0056
Si  -0.6062  1.1568  21.388  -0.0003  0.0008  0.0042
Si  1.3361  -1.3449  5.4424  0.0005  0.0006  -0.0004
Si  4.0902  1.387  5.4238  0  0.0008  -0.0007
Si  1.4004  4.0694  5.4746  0.0007  0.0001  0.0007
Si  4.0795  6.7793  5.4701  0  -0.0002  0.0007
Si  6.8265  -1.3543  5.4635  0.0003  0.0004  0.0001
Si  -1.3582  1.3478  5.4656  -0.0002  -0.0003  0.0003
Si  6.7731  4.0813  5.4289  0.0003  0.0001  -0.0006
Si  9.5102  6.8297  5.4362  0.0003  0.0005  -0.0006
Si  2.7212  0.0227  6.7669  0.0005  0  -0.0003
Si  5.4287  2.7359  6.7999  0.0006  0.0001  -0.0005
Si  2.7311  5.4328  6.8438  0  0.0006  -0.0006
Si  5.4506  -2.7204  6.8041  -0.0002  0.0006  -0.0004
Si  -2.7049  -0.0086  6.8359  -0.0001  0.0008  -0.0005
Si  0.0135  2.7154  6.8109  0.0001  0.0007  -0.0003
Si  8.1477  5.4507  6.7663  0.0004  0.0004  -0.0003
Si  -0.0164  -2.7069  6.7998  0.0004  0.0002  0
Si  1.3819  1.3557  8.1592  -0.0002  0.0003  -0.0001
Si  4.0931  4.0724  8.1853  0.0001  0  -0.0005
Si  1.3365  6.8101  8.1511  0.0004  -0.0001  0.0002
Si  4.0707  -1.3378  8.1283  0.0006  0.0003  0
Si  6.7886  1.3738  8.1469  0.0004  -0.0001  0.0001
Si  -1.369  4.1002  8.1277  0.0007  0.0002  0
Si  6.8131  -4.0859  8.1522  0.0002  0.0003  0.0001
Si  -1.3489  -1.3706  8.1855  0.0003  -0.0001  -0.0006
Si  0.0317  -0.0119  9.5114  0.0003  0.0008  -0.0014
Si  2.7337  2.7095  9.5325  0.0003  0.0007  -0.0008
Si  -0.0251  5.4509  9.5105  -0.0001  0.0007  -0.0009
Si  2.6925  -2.6842  9.4766  0  0.0003  -0.0003
Si  5.4229  0.0204  9.5038  0  0.0005  -0.001
Si  8.1541  2.7412  9.4839  0  0.0006  -0.0004
Si  5.4572  5.4427  9.5127  0.0001  0.0011  -0.0015
Si  8.1678  -2.7404  9.5265  -0.0001  0.0005  -0.0012
O  8.1081  -2.7339  22.1804  -0.0006  -0.0002  -0.0016
O  6.814  -1.3605  15.3612  -0.0008  0.0007  -0.002
O  -0.7646  1.1249  -1.3319  -0.0008  0.0013  0.0029
O  6.8414  1.3899  -5.0686  -0.0024  -0.0004  0.0016
O  6.6916  4.8158  -1.1499  0.0018  -0.0012  0.0035
O  5.8551  4.9888  16.1322  -0.0022  0.0015  -0.0036
O  7.8228  -1.8165  -10.5164  0.0007  -0.0007  -0.0005
O  4.3324  -5.0935  21.6078  0.0005  -0.0014  -0.0026
O  4.0666  -4.0778  15.4451  0  0.0005  -0.0022
O  1.3819  4.0809  15.3654  0  0.0005  -0.0014
O  4.4778  -1.677  -6.5361  0.0008  -0.0029  0.0026
O  -2.6414  2.788  -0.4692  0  -0.0001  0.0012
O  5.4025  -0.0648  -0.4864  0.0005  0.0004  0.0002
O  -1.7897  3.8525  -10.4672  0.0003  -0.001  -0.0005
O  3.4891  1.5596  -1.3043  0.0006  -0.0021  0.0034
O  4.6055  -4.3706  -1.2137  -0.0014  0.0018  0.0022
O  -2.5783  2.1018  -7.1426  -0.0002  -0.0013  0.0006
O  -2.3566  -3.2636  16.0022  -0.0011  0.0024  -0.0038
O  -1.346  1.3307  15.4601  -0.0002  0.0006  -0.0018
O  6.1985  -4.6204  -5.9006  -0.0008  0.0002  0.0024
O  7.7145  3.0912  16.1683  0.0018  -0.0019  -0.0067
O  3.3056  2.4304  16.0759  -0.0009  0.0031  -0.0051
O  1.4098  -5.2767  -3.1756  0.0001  -0.0029  0.0022
O  4.3415  1.5805  -5.9213  -0.002  -0.0016  -0.0007
O  -2.7193  -2.9614  -3.6062  0.0008  -0.0002  0.0055
O  -1.0697  -3.5896  18.1776  0.0003  -0.0022  -0.0045
O  -1.4182  -1.2308  -5.1002  0.0005  -0.0005  0.0005
O  5.3343  -3.5665  23.5033  0  -0.0027  -0.0028
O  6.9027  3.4958  24.6196  -0.0009  -0.0023  -0.0014
O  6.5072  0.4012  -10.3013  -0.0014  -0.0023  -0.0019
O  2.1611  1.1747  -7.2548  0.0024  -0.0017  0.0002
O  2.2812  -2.3238  16.3458  0.0005  -0.0009  -0.0048
O  5.1799  0.5372  16.1725  0.0017  -0.0021  -0.0054
O  3.6998  -2.0758  -9.0553  -0.0006  0.0002  0.0022
O  6.998  -0.4566  21.3624  0.0001  0.0013  -0.0024
O  7.9483  -2.2411  19.6167  0.0004  -0.0003  -0.0028
O  6.4328  3.6683  -6.2683  0.0001  -0.0004  0.0018
O  7.0041  -1.9661  -1.3735  -0.0011  0.0013  0.0038
O  -2.5974  -0.2783  -8.3425  -0.0002  -0.001  -0.0014
O  4.5252  4.0744  -10.5393  -0.0016  0.001  0
O  -1.4559  -4.9268  23.033  -0.0002  -0.0001  -0.0021
O  -0.4384  0.7285  -7.0551  0.0001  -0.0025  0.0006
O  -0.424  -2.2936  20.3416  -0.0002  -0.0003  -0.003
O  -0.5032  -1.9491  -10.4703  -0.0005  -0.0029  0.0001
O  2.0041  4.5804  -7.1486  -0.0002  0.0001  0.0008
O  3.7982  -5.3858  -5.3255  0.0005  -0.0004  0.0034
O  6.9332  -5.0518  22.0614  0.0004  -0.0001  -0.0013
O  0.1779  2.545  21.676  0  0.0001  -0.0008
O  -2.3339  3.4017  -4.7708  0.0011  -0.0013  0.0011
O  -0.1135  -5.3794  -0.3247  -0.0004  0.0003  0.0021
O  1.7983  -1.7055  21.4509  -0.0001  0.0008  -0.0032
O  -1.4588  -1.2948  -1.9461  0.0003  -0.0001  0.0017
O  1.1239  -0.9473  -5.8674  -0.001  -0.002  0.0026
O  -0.4143  -5.0754  16.1727  0.0009  -0.0015  -0.0049
O  1.4217  -1.4236  18.7128  0.0014  0.0001  -0.0052
O  3.0436  -2.349  23.7278  -0.0002  -0.0003  -0.0013
O  4.4424  1.8495  18.3157  -0.0015  -0.001  -0.0041
O  -1.9075  -3.5233  -8.9246  0.0003  -0.0015  0.0004
O  0.3422  -2.793  -3.9395  -0.0006  0.0002  0.0009
O  2.7276  -2.6955  -0.4126  0.0002  0.0002  0.0014
O  2.5621  3.1011  -3.3931  0.0003  -0.0002  0.0017
O  1.4249  -3.2362  -9.3541  0.0026  -0.0013  -0.0001
O  5.6053  -5.3798  -3.4247  0  -0.0018  0.0055
O  0.3251  -0.164  -3.4786  -0.0006  -0.0004  0.0025
O  0.3188  0.2485  20.4154  0.0012  -0.0006  -0.0021
O  4.641  3.6045  20.2287  0.0048  -0.0042  -0.0033
O  5.0559  -0.3977  -4.3088  -0.0004  -0.0009  0.0011
O  -0.1697  3.606  -6.1445  -0.0006  -0.0021  0.0017
O  5.7811  -2.8664  21.0314  -0.0002  0  -0.0017
O  6.1694  -1.6266  -8.5632  -0.0031  -0.0015  0.0007
O  5.398  5.0833  -8.1715  -0.0002  -0.0006  0.0008
O  -2.0633  1.4501  20.757  -0.002  -0.0005  -0.0013
O  4.8697  3.5236  22.8802  -0.0004  0.0002  -0.0012
O  6.6754  3.2981  -9.5162  -0.0011  -0.0013  -0.0006
O  1.427  3.7289  -1.2518  0.0003  -0.0003  0.0064
O  4.4156  0.2816  -8.2486  0.002  -0.0002  0.0057
O  -1.9358  -3.7548  -1.2119  0.0006  -0.0008  0.0033
O  8.1429  5.3961  17.375  0.0001  0.0004  -0.003
O  1.0125  -0.7942  -8.5542  0.0001  -0.0026  0
O  6.3702  1.6532  20.0046  0.0009  -0.0004  -0.0049
O  2.0632  4.4881  -11.188  0.0009  0.0023  -0.0002
O  0.9598  -3.767  22.9365  -0.0012  0.0002  -0.0007
O  1.9189  2.1854  23.5971  0.0015  0.0001  -0.0008
O  2.5206  3.854  21.672  0.0006  -0.0012  -0.0014
O  4.3193  3.9685  -1.6804  0.0008  0.0003  0.0012
O  5.2805  -1.0868  24.3445  0.0009  -0.0016  -0.0004
O  1.4867  -4.2584  -5.6071  -0.0012  -0.0002  0.0031
O  -0.7645  -5.2329  -4.5555  0.0004  -0.0006  0.0015
O  -0.9675  0.3223  22.7249  -0.0002  0.0011  -0.0014
O  -1.8634  -4.494  20.4907  0.0015  0.0005  -0.0041
O  2.8105  0.1197  17.19  0.0009  0.0009  -0.0025
O  -1.2546  1.5459  -9.4258  0.0003  -0.001  0.0004
O  -2.0181  -3.423  -6.2634  -0.0004  0.0005  0.0032
O  4.965  2.0764  -3.41  -0.0013  0.0006  0.0033
O  3.2302  -4.0605  -7.5334  -0.0008  -0.0017  0.001
O  0.362  2.5335  -11.2328  -0.0001  0.0006  -0.001
O  0.9994  -0.8275  -1.0878  0.0024  -0.0013  0.0061
O  7.9856  5.3544  -7.5629  -0.0002  -0.0008  0.0005
O  0.3926  -0.4828  16.3626  -0.0018  0.0011  -0.0057
O  1.9194  -1.1549  -10.9932  -0.0006  -0.0007  -0.0009
O  0.6894  -1.3191  23.8636  0.0016  0.0007  -0.001
O  6.3974  3.6847  18.3302  0.0015  0.0012  -0.0041
O  6.9075  1.8479  22.5959  -0.0003  -0.0005  -0.0035
O  6.9016  -1.7865  -5.5487  -0.0003  0.0002  0.0018
O  4.1862  2.7765  -8.2845  -0.0005  -0.001  0.0007
O  3.5732  -4.4547  -10.1388  -0.0011  0.0016  0.0019
O  5.1175  1.5416  24.5665  0.0001  0.0002  -0.0028
O  -0.0282  3.4057  -3.4894  0.0015  0  0.0027
O  0.265  3.561  -8.7931  -0.0003  0.0005  0.0014
O  4.832  -3.0463  -4.3605  -0.0001  -0.0006  0.0051
O  -0.3375  -5.0708  -7.5593  -0.0001  -0.0009  0.0006
O  0.6722  4.5118  23.3904  0.0004  0.002  -0.0006

Results
free energy: -155994.884 eV
free energy less fixed offsets of O -570.45, Si -639.56 eV per atom: -7.844 eV

The program warned: the cutoff lies below the one the program advises for these potential files; the forces do not sum to zero within the program's tolerance; empty levels may hold ghost states of the PAW files; the exchange-correlation potential is rough where the density is thin.
